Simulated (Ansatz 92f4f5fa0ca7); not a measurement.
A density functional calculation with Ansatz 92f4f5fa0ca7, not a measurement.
Periodic cell of 164 atoms, Si92O72, from a study of silicon, its oxide and their interface. The atomic structure is a simulated model.

Settings
functional: r2SCAN
potential files: Ansatz norm-conserving
basis: plane waves
wave-function cutoff: 1300 eV
density cutoff ratio: 4
exchange-correlation grid ratio: 1
k mesh: 2 x 2 x 1, shifted by 0.5 0.5 0.5 of a step
self-consistency stop: 5e-10 eV per atom in the density residual
occupations: Fermi-Dirac, 0.05 eV
spin: none
net charge: 0

Cell vectors (angstrom)
a	10.7546	-0.0659	-0.0124
b	-0.0659	10.9036	0.0307
c	-0.026	0.0643	22.5806

Atoms and the computed forces on them: element, x, y, z (angstrom), force x, y, z (eV/angstrom)
Si	10.6246	10.6171	22.5115	0.8007	0.3957	0.4693
Si	2.8781	2.5725	0.0859	-0.5773	0.3289	0.107
Si	-0.007	4.8837	22.2532	-0.0115	-1.2442	0.2934
Si	2.3677	8.8189	22.4103	0.3373	0.1425	-0.7254
Si	5.1948	0.4017	0.0635	-0.2237	0.7629	0.2166
Si	7.8473	2.8324	0.0485	0.3513	-0.0845	-0.313
Si	5.5699	5.2032	22.5129	-0.1438	-0.3199	-0.4834
Si	7.8807	8.1834	22.438	-0.2642	-0.1042	0.0922
Si	1.376	1.5827	1.5398	-0.0567	0.3804	-0.3496
Si	4.0428	4.1586	1.3473	0.1226	-0.2968	-0.0901
Si	1.5156	7.0572	1.2015	-0.4727	-0.4818	-0.461
Si	4.0656	9.6167	1.2319	-0.0489	-0.2611	0.2343
Si	6.7848	1.3661	1.4599	-0.2301	-0.0457	-0.2859
Si	9.3747	3.983	1.4119	0.1394	0.4827	-0.3954
Si	6.6272	6.7702	1.253	0.4027	0.0877	0.1239
Si	9.3035	9.3491	1.3146	-0.1065	-0.2019	-0.0006
Si	2.7443	0.0285	2.6864	-0.1321	-0.19	0.1917
Si	0.062	2.8705	2.8946	-0.1806	0.0817	0.0217
Si	2.7256	5.5836	2.634	0.0406	-0.0881	-0.0004
Si	0.002	8.1379	2.6702	0.105	0.0251	0.0204
Si	8.1026	10.8392	2.7041	0.126	0.1898	-0.1064
Si	5.4091	2.7791	2.774	0.0049	0.1376	-0.057
Si	8.0967	5.5007	2.6729	-0.1679	-0.091	-0.0049
Si	5.3731	8.2048	2.6426	-0.0175	0.0234	-0.1831
Si	4.0748	1.4014	4.1269	-0.0186	-0.0451	-0.3244
Si	1.464	4.2208	4.1267	-0.2059	0.1253	0.2125
Si	4.092	6.8352	4.0537	-0.026	0.1147	0.0995
Si	1.3253	9.5073	4.078	0.3081	0.0778	-0.3336
Si	9.488	1.3029	4.1119	0.1198	-0.0156	-0.1552
Si	6.8221	4.1333	4.1118	-0.1159	-0.0116	-0.0729
Si	9.4701	6.7668	4.1094	-0.2356	0.0488	0.0203
Si	6.7615	9.5207	4.0534	-0.0538	-0.0014	0.1251
Si	0.0302	10.8748	5.4722	0.0033	0.1849	0.0322
Si	2.7599	2.7852	5.5165	0.0155	0.0496	-0.0418
Si	0.0543	5.473	5.5157	0.1064	-0.2269	-0.1982
Si	2.7009	8.1353	5.4272	0.0398	0.0133	0.1548
Si	5.5056	0.0325	5.3823	-0.1176	-0.1364	0.1677
Si	8.2028	2.7377	5.4611	-0.305	-0.1292	0.1461
Si	5.4539	5.4834	5.4656	0.1046	-0.1211	-0.112
Si	8.1437	8.2003	5.4637	0.0119	-0.1261	-0.0575
Si	1.4178	1.3291	6.816	-0.013	-0.1506	0.1219
Si	4.1398	4.148	6.8717	-0.2072	0.2201	0.1218
Si	1.4132	6.7362	6.8649	0.2139	0.0744	0.2978
Si	4.0849	9.5299	6.7305	0.2553	0.1169	-0.1372
Si	6.8248	1.3969	6.8107	-0.0403	0.0261	-0.0479
Si	9.5898	3.9844	6.9233	0.1686	-0.1127	0.3968
Si	6.8454	6.8027	6.8171	0.0363	0.1747	0.1999
Si	9.5195	9.4868	6.9052	0.0144	-0.1655	0.3384
Si	2.738	10.8457	8.1435	-0.0628	0.0699	0.0852
Si	0.2482	2.5991	8.3959	-0.0881	-0.0152	-0.0122
Si	2.8108	5.4476	8.3519	0.0019	-0.137	0.1136
Si	0.2021	8.1245	8.2893	-0.2028	-0.0848	0.0476
Si	8.191	0.0157	8.1472	0.1749	0.0617	-0.0719
Si	5.4599	2.7828	8.2076	0.2238	-0.0049	-0.0259
Si	8.2643	5.4766	8.1977	-0.0522	-0.1085	-0.1854
Si	5.419	8.1603	8.1169	-0.0202	0.006	0.1871
Si	4.3291	1.1427	9.4482	0.1757	-0.4283	-0.0342
Si	1.7739	3.8259	9.8414	0.387	0.1625	-0.1442
Si	3.6737	7.3443	9.4961	0.3932	-0.1324	-0.1881
Si	2.0134	9.0214	9.4534	-0.2663	0.1871	0.2456
Si	9.5894	1.0984	9.6989	-0.2277	0.0971	0.1894
Si	6.7434	4.288	9.463	-0.0303	0.064	0.3318
Si	9.5405	6.7881	9.7435	-0.2392	0.7024	-0.2964
Si	6.535	9.7889	9.4096	-0.5083	0.2235	-0.1882
Si	5.0574	8.8619	14.9684	-0.1026	-0.0157	-0.0573
Si	3.83	0.626	14.5122	0.2256	-0.1767	0.2222
Si	10.6968	5.0741	11.9323	0.0783	0.1445	0.1648
Si	6.7202	10.1578	20.2007	0.058	-0.215	-0.1271
Si	4.8539	5.7331	14.4202	-0.0318	0.1641	0.2539
Si	0.6055	10.6023	11.4089	-0.0656	-0.1024	0.0563
Si	2.7826	1.7913	11.8347	0.1064	-0.1589	0.0758
Si	6.7059	4.3752	18.8648	0.0121	-0.0879	-0.2187
Si	7.4235	4.3698	15.8716	0.0377	-0.116	0.0881
Si	9.1967	1.0246	20.3082	-0.0893	0.3428	-0.088
Si	4.2186	5.8067	19.6388	-0.0552	-0.112	-0.3081
Si	0.7351	8.0055	15.4824	0.0454	0.0087	-0.1062
Si	9.8291	9.1848	13.558	0.0804	-0.1522	0.4445
Si	5.9349	10.0958	17.5389	0.0427	0.0722	-0.1064
Si	8.9075	6.0622	20.2584	0.2993	-0.206	0.0943
Si	2.0372	10.4726	16.9173	-0.0357	0.0011	-0.0063
Si	8.4507	3.0203	11.8555	-0.1784	-0.1823	-0.1418
Si	5.3396	1.5983	19.2808	-0.0792	0.0333	-0.1731
Si	1.8268	5.3795	14.5009	0.0593	0.0661	0.43
Si	10.3843	4.2237	16.238	-0.0324	-0.1832	0.0226
Si	2.5094	8.2473	19.1653	0.0461	0.0245	-0.0721
Si	7.6522	8.2805	11.4332	0.0699	0.285	0.1002
Si	0.3274	1.9605	17.972	0.0035	0.031	-0.2034
Si	5.4299	6.1915	11.5228	-0.0238	-0.2213	-0.1666
Si	6.7506	1.9195	14.2399	0.0826	-0.2194	0.3262
Si	7.6738	10.1261	15.1715	0.136	0.0743	0.1053
Si	2.6084	3.211	19.7084	-0.1036	0.0757	0.0432
Si	10.6429	6.7474	17.9673	-0.0014	0.0399	-0.2113
O	10.2725	10.5995	10.1843	0.325	0.0963	0.4476
O	4.1958	7.144	11.0712	0.0494	-0.0978	-0.0149
O	2.6668	3.298	11.1972	-0.3684	0.1016	-0.5443
O	8.4042	7.9709	10.0257	0.1594	-0.2485	0.3672
O	9.37	6.8955	18.9492	0.0088	-0.1792	0.1729
O	2.9548	4.787	19.5856	0.2107	-0.0007	0.0945
O	0.5548	4.6072	10.5504	-0.3743	0.1737	0.5528
O	5.3184	5.163	18.6353	0.006	-0.0174	0.3818
O	6.6278	9.0267	14.5744	-0.1379	0.1489	0.1774
O	0.8949	4.2834	15.2408	-0.0094	0.2703	-0.0652
O	8.5682	2.1014	21.3499	-0.3545	0.1829	0.2198
O	7.3363	10.3518	16.7458	-0.3736	-0.1613	-0.1519
O	6.9718	9.2732	21.5127	0.3233	-0.317	0.098
O	4.8485	5.8759	21.1438	0.3462	-0.34	0.411
O	5.611	5.1757	10.2709	0.3482	0.0283	0.0519
O	7.6232	0.5734	14.2816	-0.1214	-0.0002	0.0423
O	1.5382	2.8511	18.5681	-0.0251	-0.0812	0.1373
O	-0.0575	10.4068	12.8708	0.1037	-0.0238	-0.3694
O	2.0696	2.9863	21.2285	0.7049	-0.3929	-0.1037
O	1.3793	1.1479	11.3606	0.109	-0.2408	0.0274
O	4.6264	7.3374	14.673	0.1147	-0.1242	-0.0935
O	9.9223	6.3893	11.3264	-0.0017	-0.161	-0.2329
O	4.9543	9.2315	16.5725	0.2133	0.16	-0.0972
O	2.8963	1.4059	13.4271	-0.0419	0.1171	-0.3912
O	5.1947	1.5195	14.4694	-0.0315	-0.0969	-0.0817
O	1.2064	7.3791	18.7316	-0.0162	0.0635	-0.0295
O	0.778	6.2473	22.5441	0.425	1.1087	0.5209
O	6.1807	9.2841	18.9378	0.056	0.4383	0.2001
O	4.1445	9.963	14.169	0.0649	0.2036	0.2046
O	6.7836	7.0042	11.8821	-0.1367	0.0552	-0.1351
O	9.2007	9.6739	14.9801	-0.0986	-0.0309	-0.394
O	8.6564	7.1299	21.4482	-0.2433	0.3828	-0.1478
O	0.0521	8.0473	14.017	-0.1098	0.2489	0.0519
O	7.7797	3.7661	10.6085	-0.1766	0.0905	0.0216
O	1.7772	6.779	15.3425	-0.1982	-0.086	-0.1263
O	0.9197	0.5364	17.4496	0.0902	0.0663	0.0459
O	10.0641	5.0226	20.7565	-0.3385	0.3422	-0.0291
O	6.1814	5.2741	15.2837	-0.0547	-0.0901	-0.1779
O	6.4286	2.8035	19.2638	-0.1344	0.0577	0.0379
O	8.6665	8.6855	12.5976	-0.0828	-0.0729	-0.13
O	6.6228	3.9449	22.1268	-0.0951	0.4048	0.0205
O	2.6173	9.6035	18.2149	-0.0866	-0.1576	-0.0016
O	5.6523	0.4601	20.5286	0.1214	-0.0291	-0.0253
O	9.6131	3.9782	12.5145	0.0556	0.1136	-0.2667
O	3.8829	2.2259	19.458	0.1471	0.0578	-0.0213
O	7.5973	5.1758	19.9415	0.0067	0.0429	-0.0448
O	1.6424	9.4071	11.0492	-0.1876	0.1833	-0.2021
O	3.4121	4.9797	14.6704	-0.0363	0.163	-0.1618
O	0.0767	1.2139	0.5474	0.2004	-0.8062	0.051
O	3.7934	7.2457	19.0178	-0.0993	-0.0924	0.2125
O	7.1163	2.8337	15.5115	-0.0247	0.1343	-0.2104
O	3.1272	0.5315	16.0072	-0.0264	-0.1562	-0.1853
O	10.3957	7.641	16.6335	0.249	-0.1728	0.0921
O	5.5365	0.0984	9.3444	0.2406	-0.2817	0.3203
O	7.4868	4.454	17.4724	-0.06	0.0098	0.1225
O	10.314	2.6897	16.768	0.1213	0.1395	0.1252
O	10.1088	10.826	21.0085	-0.2961	0.0775	-0.3463
O	4.0781	1.167	11.0858	-0.3952	0.2054	-0.2139
O	4.0622	1.6085	22.2584	0.3212	-0.4754	-0.1976
O	1.4164	10.1496	22.4938	-0.7125	-0.0721	-0.2419
O	9.0946	1.6803	11.1948	0.1285	-0.0424	-0.4739
O	-0.0152	5.2608	17.5104	-0.0611	0.1789	-0.0453
O	1.1518	5.4833	13.0056	-0.2385	-0.1252	-0.1636
O	5.413	0.6615	17.9477	0.0993	-0.0709	0.2428
O	1.4854	9.3924	15.8377	0.0085	-0.0656	0.096
O	8.0277	0.118	19.637	-0.0788	-0.0362	0.1924
O	7.2345	2.6865	12.8971	0.2521	0.0815	-0.0993
O	5.1199	5.3752	12.8723	0.0325	0.1454	-0.1219
O	2.4841	8.5988	20.7495	-0.0501	0.0982	0.8048
O	8.9915	4.6948	15.4779	-0.0057	-0.0892	0.1433
O	9.9794	1.7436	19.1177	-0.0563	-0.1501	0.1524
O	6.7118	9.5376	11.0371	0.1941	-0.2778	-0.2588

Results
free energy: -44245.291 eV
free energy less fixed offsets of O -463.61, Si -117.95 eV per atom: -13.971 eV
pressure: -0.87 GPa
stress xx, yy, zz, yz, xz, xy (GPa, positive in tension): -0.34, 0.42, 2.53, -0.58, 1.35, -0.76
